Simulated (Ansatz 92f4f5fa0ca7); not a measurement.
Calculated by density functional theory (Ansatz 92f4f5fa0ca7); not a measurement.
Periodic cell of 363 atoms, Si241O122, from a study of silicon, its oxide and their interface. The atomic structure is a simulated model.
Doubt: the cutoff is far below the 930 eV that the study's wrapper takes by default for these files, so forces and energies are approximate.
This geometry differs little from another in the collection (a relaxation step or a small displacement).

Settings
functional: PBE
potential files: Ansatz PAW
basis: plane waves
wave-function cutoff: 580 eV
density cutoff ratio: 5
exchange-correlation grid ratio: 1
k mesh: 1 x 1 x 1, Gamma-centred
self-consistency stop: 5e-08 eV per atom in the density residual
occupations: fixed
spin: none
net charge: 0

Cell vectors (angstrom)
a	11.6015	0	0
b	0	13.3963	0
c	0	0	41.2136

Atoms and the computed forces on them: element, x, y, z (angstrom), force x, y, z (eV/angstrom)
Si	0	2.2327	1.1851	0.0903	0.0074	-0.0346
Si	3.8672	2.2327	1.1851	-0.027	0.037	0.0448
Si	7.7343	2.2327	1.1851	-0.0058	-0.0476	0.0557
Si	1.9336	5.5818	1.1851	-0.0572	-0.065	-0.05
Si	5.8008	5.5818	1.1851	0.0231	-0.044	-0.0305
Si	9.6679	5.5818	1.1851	0.0677	0.0216	0.0451
Si	0	8.9308	1.1851	-0.0223	0.0075	0.031
Si	3.8672	8.9308	1.1851	-0.0145	0.0091	-0.0166
Si	7.7343	8.9308	1.1851	-0.0048	0.0074	-0.0272
Si	1.9336	12.2799	1.1851	-0.0007	0.0034	0.0102
Si	5.8008	12.2799	1.1851	0.0077	0	0.0468
Si	9.6679	12.2799	1.1851	0.0022	0.038	-0.0013
Si	1.9336	1.1164	1.9745	-0.1237	0.0193	0.002
Si	5.8008	1.1164	1.9745	-0.011	0.073	-0.0238
Si	9.6679	1.1164	1.9745	0.0921	-0.1046	-0.0384
Si	0	4.4654	1.9745	0.0937	0.0115	0.0253
Si	3.8672	4.4654	1.9745	-0.0159	0.0354	-0.0103
Si	7.7343	4.4654	1.9745	-0.1243	0.1054	-0.0283
Si	1.9336	7.8145	1.9745	0.0714	-0.0188	-0.0171
Si	5.8008	7.8145	1.9745	0.0172	-0.0172	-0.0117
Si	9.6679	7.8145	1.9745	-0.0679	0.0613	0.0195
Si	0	11.1635	1.9745	-0.0124	0.0152	0.004
Si	3.8672	11.1635	1.9745	-0.0722	-0.0619	-0.0186
Si	7.7343	11.1635	1.9745	-0.0366	-0.0589	-0.0112
Si	1.9336	1.1164	4.3426	-0.2525	0.0615	0.0656
Si	5.8008	1.1164	4.3426	-0.1098	0.2131	-0.0081
Si	9.6679	1.1164	4.3426	0.2837	-0.2194	-0.0298
Si	0	4.4654	4.3426	0.2363	-0.0003	-0.5681
Si	3.8672	4.4654	4.3426	-0.0164	0.0918	0.0005
Si	7.7343	4.4654	4.3426	-0.2927	0.28	0.0415
Si	1.9336	7.8145	4.3426	0.1519	-0.0567	-0.0071
Si	5.8008	7.8145	4.3426	0.0263	-0.063	0.1595
Si	9.6679	7.8145	4.3426	-0.1851	0.1955	0.2868
Si	0	11.1635	4.3426	-0.0453	0.1271	0.13
Si	3.8672	11.1635	4.3426	-0.2253	-0.1627	-0.0162
Si	7.7343	11.1635	4.3426	-0.0674	-0.0998	-0.1379
Si	0	0	36.8731	0.1788	-0.0815	-0.471
Si	3.8672	0	36.8731	-0.3194	0.2361	-0.1126
Si	7.7343	0	36.8731	-0.2469	-0.2548	-0.5944
Si	1.9336	3.3491	36.8731	0.1725	0.1928	-1.485
Si	5.8008	3.3491	36.8731	0.1742	-0.4433	-0.1864
Si	9.6679	3.3491	36.8731	0.2205	0.0018	1.141
Si	0	6.6981	36.8731	0.3122	0.4441	-0.2232
Si	3.8672	6.6981	36.8731	-0.011	-0.1564	0.8044
Si	7.7343	6.6981	36.8731	0.3895	-0.0205	0.2373
Si	1.9336	10.0472	36.8731	-0.1864	-0.1111	0.4124
Si	5.8008	10.0472	36.8731	0.0143	0.016	0.1947
Si	9.6679	10.0472	36.8731	-0.1368	0.0073	0.206
Si	0	0	39.2412	0.0418	0.0109	0.0196
Si	3.8672	0	39.2412	-0.1217	0.0703	-0.0003
Si	7.7343	0	39.2412	-0.0319	-0.0673	0.039
Si	1.9336	3.3491	39.2412	0.0159	0.075	0.0956
Si	5.8008	3.3491	39.2412	0.0893	-0.1784	0.0354
Si	9.6679	3.3491	39.2412	0.1736	0.0203	-0.0297
Si	0	6.6981	39.2412	0.1898	0.1887	0.0527
Si	3.8672	6.6981	39.2412	-0.1143	-0.1522	-0.0552
Si	7.7343	6.6981	39.2412	0.0888	-0.0123	0.0159
Si	1.9336	10.0472	39.2412	-0.1475	-0.0552	0.0114
Si	5.8008	10.0472	39.2412	0.005	-0.0325	0.0136
Si	9.6679	10.0472	39.2412	-0.0453	-0.0169	-0.0073
Si	0	2.2327	40.0306	-0.1218	0.0061	-0.0134
Si	3.8672	2.2327	40.0306	0.0223	-0.0365	-0.0712
Si	7.7343	2.2327	40.0306	0.0398	0.0565	-0.011
Si	1.9336	5.5818	40.0306	0.0511	0.0864	0.0426
Si	5.8008	5.5818	40.0306	-0.039	0.0618	-0.0388
Si	9.6679	5.5818	40.0306	-0.0772	-0.046	-0.0167
Si	0	8.9308	40.0306	0.0277	0.0037	0.072
Si	3.8672	8.9308	40.0306	0.0069	-0.0014	-0.0181
Si	7.7343	8.9308	40.0306	-0.0018	0.0084	0.0309
Si	1.9336	12.2799	40.0306	0.0036	-0.0213	-0.0009
Si	5.8008	12.2799	40.0306	-0.0049	-0.0255	-0.0524
Si	9.6679	12.2799	40.0306	0.007	-0.0437	-0.0337
Si	3.9498	-4.6455	21.8729	-0.0025	-0.0018	-0.0004
Si	3.8102	-0.2323	30.2368	-0.0005	0.0018	-0.0045
Si	11.31	-4.4533	32.5346	0.004	0.0001	0.0069
Si	-0.802	-0.4949	27.4959	0	0.0024	-0.0072
Si	11.3726	-0.8461	29.7604	0.0065	0.0081	-0.0033
Si	6.1029	0.0709	26.0582	-0.0038	0.0089	-0.0059
Si	-3.7645	11.8991	27.7677	0.0012	-0.0012	-0.0005
Si	9.5231	10.6118	23.8982	0.0013	-0.0009	0.0009
Si	3.2472	7.0783	20.131	-0.0011	0.0026	0.0078
Si	5.6111	16.5353	25.9379	-0.0026	0.0008	-0.0007
Si	1.638	6.8992	28.0775	0.0043	-0.0063	0.0002
Si	8.5914	13.6801	31.2071	-0.0133	-0.016	-0.0148
Si	-0.562	8.6126	22.5893	0.0029	-0.0003	-0.0004
Si	1.5612	2.2899	21.3178	-0.0017	0.0007	0.0046
Si	7.7141	-1.5201	30.0032	0.0125	0.0115	0.0031
Si	-2.6242	9.919	21.2533	0.0003	-0.0004	0.0041
Si	11.399	2.0516	32.4742	-0.003	0.001	-0.0065
Si	15.0658	4.2941	32.3707	-0.006	0.0009	-0.0068
Si	-3.325	5.1168	23.6819	0.001	-0.0024	0.0012
Si	1.8987	11.841	30.6548	0.0002	0.0028	-0.0013
Si	9.2894	7.0548	29.5812	-0.0027	-0.009	-0.0107
Si	1.8296	8.1234	32.0501	0.0057	0.0006	0.0201
Si	3.502	13.8154	22.7966	-0.0005	0.0012	0.0032
Si	9.7616	10.9174	30.5351	-0.0114	-0.0149	0.0022
Si	-4.9186	7.9501	30.6706	-0.0082	0.0021	-0.0076
Si	5.503	-1.905	30.5761	-0.0012	-0.008	-0.0082
Si	7.4192	1.6134	32.7073	0.0037	-0.0117	0.0081
Si	2.4853	9.5461	30.2495	0.0062	0.0018	-0.0045
Si	2.8108	2.2208	25.3695	0.0041	0.0036	-0.0007
Si	6.9134	3.9498	32.6048	0.0034	0.0099	-0.0073
Si	-0.8093	8.8616	30.1431	-0.0067	0.0177	-0.0062
Si	4.8535	9.2965	29.8121	0.0019	0.0027	0.0052
Si	7.4504	8.3201	32.9423	0.0047	-0.0023	0.002
Si	1.7237	12.0285	32.9897	0.0067	0.0061	-0.0004
Si	5.5384	11.5931	32.9533	-0.0124	0	0.0094
Si	9.3737	11.8097	32.6398	0.0036	-0.0168	-0.0001
Si	1.7557	0.9342	33.4959	0.0028	-0.0033	0.0047
Si	5.5798	0.5188	33.6259	0.0048	0.0002	-0.0005
Si	9.4693	1.901	33.9096	-0.0028	0.0141	0.0084
Si	-0.9703	5.3729	33.9129	-0.0053	0.0201	0.0017
Si	5.0782	4.9921	33.8325	-0.0047	-0.0077	0.0036
Si	8.7038	4.1315	34.0494	-0.0013	-0.0069	0.0022
Si	3.2371	8.3967	33.8894	0.012	-0.0214	-0.0071
Si	5.4359	7.3633	33.9507	-0.0148	0.0166	0.0008
Si	9.7145	7.5829	33.7167	0.0071	-0.0165	0.0046
Si	-0.248	11.0531	33.6931	-0.0085	-0.0064	0.0056
Si	3.5468	10.7745	33.8965	0.0089	0.0118	-0.0053
Si	7.5557	10.6409	33.6746	0.0072	0.0057	0.0008
Si	1.918	1.1186	35.9616	-0.001	0	-0.0017
Si	5.7728	1.0655	36.0056	0.0039	0.0008	0.0001
Si	9.6672	1.1287	36.1224	0.0016	0.0054	-0.0022
Si	-0.0586	4.5262	36.0483	0.0016	-0.001	-0.0002
Si	3.9676	4.4945	36.0189	0.0075	0.0043	0
Si	7.7614	4.4532	36.1675	0.0093	0.0011	0.0009
Si	2.0252	7.8556	35.9969	-0.0016	0.0008	-0.0005
Si	5.7951	7.7915	36.2001	0.0042	0.0027	0.0009
Si	9.6736	7.8385	36.0836	0.0042	-0.0017	-0.0011
Si	-0.0209	11.1354	36.0647	-0.0006	0.0006	-0.0036
Si	3.8473	11.1654	36.1686	0.0001	-0.0003	0.0019
Si	7.7288	11.1134	36.036	0.0005	-0.0034	0.0019
Si	0.0135	-0.014	5.2143	-0.0023	0.0018	0.001
Si	3.8559	0.0007	5.0724	-0.0002	-0.0003	0.0023
Si	7.7301	-0.0037	5.0752	-0.0003	0.0014	-0.0011
Si	1.929	3.3608	5.1328	-0.0014	-0.0003	0.0016
Si	5.7868	3.3634	5.1675	0.0017	-0.0008	0.0023
Si	9.6725	3.361	5.0052	-0.0032	-0.0028	-0.0074
Si	0.001	6.6899	5.073	0.0018	0.0001	-0.0001
Si	3.8757	6.6938	5.1668	-0.0011	0.0005	-0.0004
Si	7.7328	6.7122	5.1968	-0.0006	0.0004	0.0025
Si	1.9094	10.0308	5.151	0.0019	0.0009	0.0034
Si	5.7862	10.0468	5.1337	0.0011	-0.0011	-0.001
Si	9.6618	10.0819	5.1617	-0.0002	-0.001	0.0002
Si	0.035	-0.0225	7.66	-0.0024	-0.0023	0.0005
Si	3.7966	-0.0111	7.4003	-0.0016	0.0005	-0.0019
Si	7.7031	0.0462	7.4047	0.0012	-0.0021	0.0029
Si	1.8853	3.4231	7.5024	0.0003	0.0007	0.0006
Si	5.7179	3.4188	7.5622	-0.0017	0.0005	0.0001
Si	9.6443	3.3513	7.2975	-0.0034	-0.0043	0.0094
Si	-0.0472	6.6863	7.4036	-0.0007	0.0035	0.0011
Si	3.8845	6.6948	7.566	0.0002	-0.0004	-0.0012
Si	7.7271	6.7625	7.6197	-0.0029	-0.0002	-0.0012
Si	1.7988	9.9574	7.5325	-0.0029	0.0009	-0.0045
Si	5.6636	10.0846	7.5017	-0.0048	-0.0023	-0.0024
Si	9.5516	10.1969	7.5527	-0.0009	0.0021	0.0025
Si	-0.0493	2.2786	8.2	0.0048	-0.0002	-0.0004
Si	3.758	2.2163	8.2424	0.0005	-0.0033	0
Si	7.7063	2.2952	8.0512	-0.0004	-0.0012	-0.0016
Si	1.896	5.6597	8.3164	-0.0016	-0.0034	-0.0052
Si	5.812	5.629	8.492	0.0015	0.0002	0.0018
Si	3.9865	4.7496	14.7222	-0.0083	-0.0015	0.0045
Si	-0.2395	8.8638	8.2709	0.0039	-0.0056	0.008
Si	3.7608	8.9069	8.3452	0.0006	0.0022	-0.0004
Si	7.6292	9.0947	8.3368	0.0057	-0.0013	0.0051
Si	2.0089	12.1375	8.3981	0.0022	-0.0015	0.0005
Si	5.7561	12.3489	8.1817	-0.0033	0.0035	0.0056
Si	9.5802	12.466	8.4462	-0.0019	0.004	0.0004
Si	-3.1507	2.3742	10.2333	0.009	0.0055	0.0012
Si	5.8972	8.1693	11.6227	0.0004	0.0023	-0.0033
Si	6.2923	-1.2302	14.5125	0.0048	0.0118	0.0014
Si	-1.7029	5.6611	10.5827	0.0047	0.0023	-0.0075
Si	10.8712	7.9371	10.4273	-0.0007	0.007	-0.0015
Si	7.5496	9.7311	10.6408	0.0033	-0.0062	-0.0038
Si	-2.5163	8.8541	13.9013	0.0006	0.0039	-0.0149
Si	1.4624	3.6219	16.2116	-0.0034	0.0031	0.0059
Si	6.0113	3.733	22.8788	-0.0021	-0.0014	0.0037
Si	-1.1632	14.3604	11.9743	-0.0046	-0.0004	-0.0042
Si	5.6019	9.9933	15.0731	-0.0083	-0.012	0.0079
Si	6.7481	8.2114	13.9019	0.0038	0.0013	0.0017
Si	-0.7213	2.605	10.4129	-0.0087	-0.0092	0.0002
Si	3.6702	1.8719	10.5644	-0.0045	-0.0041	-0.0058
Si	13.5973	0.8525	17.1601	-0.0002	0.0002	0.008
Si	0.9612	3.3874	24.2767	0.0044	-0.0033	0.0013
Si	9.6815	5.5186	8.2304	-0.0018	0.0048	0.0119
Si	8.8349	-0.0783	10.638	0.0005	-0.0056	0.001
Si	6.5573	3.6881	15.4245	0.0015	-0.0051	0.0056
Si	5.1413	12.6045	10.4533	-0.0017	-0.0006	-0.0046
Si	13.0412	7.8865	11.4551	-0.0003	0.002	-0.005
Si	-5.6336	5.771	10.9422	0.0063	0.0005	-0.0002
Si	0.1056	17.8815	11.5508	-0.0002	0.0039	0.0027
Si	11.9126	9.0412	13.2576	-0.0011	-0.0041	0.0097
O	12.1598	-8.6774	17.0199	0.0006	-0.0005	-0.0047
O	37.6164	-3.6005	22.5364	-0.0021	0.0001	0.0007
O	14.505	-9.1426	15.8041	0.005	0.0042	-0.0047
O	44.6199	9.1909	17.5625	-0.0011	-0.0036	-0.0066
O	12.3047	16.6405	14.7896	-0.0014	0.0032	-0.0028
O	-17.468	-9.4806	24.4869	0.0001	0.0003	-0.0022
O	13.8262	1.2386	11.1036	-0.0041	0.002	0.0011
O	-16.3956	-13.647	27.4764	-0.0006	-0.0029	0.0088
O	10.2104	10.7935	20.5827	-0.0007	-0.0029	-0.0018
O	36.9718	12.0462	11.846	-0.001	-0.0073	0.0017
O	2.7417	9.383	16.5824	0.0014	0.0001	-0.002
O	-2.0021	-18.3217	21.7779	-0.0016	0.0003	-0.0014
O	1.3281	-10.3276	22.7288	0.0007	-0.0012	-0.002
O	3.2448	-6.661	27.762	-0.0039	0	0.0026
O	0.5199	-4.7021	21.3818	-0.0036	-0.0006	-0.0011
O	-5.1331	18.7351	18.6294	0.0002	-0.0041	-0.0055
O	10.279	32.6444	25.7007	0.0005	-0.0001	0.001
O	-18.6496	-13.7816	26.1894	-0.0033	-0.0027	0.0053
O	19.3271	-3.5783	20.2339	0.0019	0.0009	0.0001
O	23.5138	19.2557	14.6731	-0.0006	-0.002	-0.0031
O	6.6624	15.6789	22.5557	0	-0.0001	-0.0005
O	4.9719	8.7596	28.2162	-0.0007	-0.0013	-0.0011
O	13.9547	-12.352	26.4534	-0.0002	-0.0045	0.0044
O	1.7074	-10.9587	17.2892	0.0002	0.0009	-0.002
Si	10.8297	5.4743	27.2075	-0.0019	-0.005	-0.0037
Si	14.3097	-3.3038	15.1185	-0.0001	-0.0012	0.0084
Si	-0.1156	-8.9685	13.9446	0.0006	-0.0032	0.0074
Si	-9.9613	5.9697	31.0673	-0.0111	-0.0013	0.0096
Si	6.299	17.132	18.4991	0.003	0.0047	0.0049
Si	25.4426	11.901	18.8528	-0.0032	0.0016	0.0057
Si	7.3856	-0.7308	17.2801	0.0001	0.0014	0.0099
Si	1.9246	-7.7062	10.7015	-0.0073	-0.0001	0.0018
Si	10.0702	2.4382	28.1358	-0.0113	0.0083	-0.0242
Si	-0.3556	-1.388	20.2003	0.0001	0.0019	0.0061
Si	14.9055	-13.4743	27.1997	0.0033	0.0044	-0.0065
Si	-4.7552	-6.5137	18.3637	-0.0028	-0.0011	0.0102
Si	10.9547	6.0018	24.2058	0.0028	-0.001	-0.0007
Si	14.6523	11.4688	10.55	0.0072	0.0027	-0.0034
Si	26.1697	24.2339	23.8234	0.0026	-0.0011	-0.0015
Si	-1.886	-10.9885	23.9774	0.0016	-0.0001	-0.0024
Si	19.8859	-0.2137	24.0939	0.0012	0.0061	-0.0029
Si	9.4014	10.4337	16.5941	0.0001	-0.0012	0.0113
Si	5.2362	-2.5382	18.2052	-0.0027	0.0002	0.0051
Si	17.7639	9.4524	19.862	-0.0026	-0.0047	0.002
Si	7.2417	17.1934	27.7117	0.0017	0.0009	-0.0018
Si	0.5309	4.349	32.458	-0.008	0.0035	-0.0053
Si	3.7616	14.6499	32.2276	-0.0057	-0.0021	0.0029
Si	22.3924	14.871	21.0725	0.003	0.0006	0.004
Si	7.9711	-9.0323	11.5033	-0.0057	0.0016	-0.0021
Si	11.8895	-7.2337	16.2937	0.0035	-0.0028	0.0074
Si	18.7014	-1.4591	11.465	-0.0044	0.0011	-0.0161
Si	-1.7233	-5.7717	18.0218	0.003	0.0021	0.0087
Si	8.7816	3.2113	13.5202	-0.0011	-0.0109	0.003
Si	19.7262	1.4786	19.3393	0.0015	-0.0002	0.009
Si	3.8788	-8.5579	11.6654	0.0022	-0.01	0.0015
Si	1.3936	11.01	26.6015	0.007	0.0063	-0.0085
Si	9.6811	-3.9351	11.7336	-0.0086	-0.0071	0.008
Si	18.1444	0.803	21.8998	0.0006	-0.0002	0.0049
Si	-4.4151	5.0603	30.5461	-0.0092	-0.0081	0
Si	1.0202	9.1585	28.4026	-0.0053	-0.0022	0.0031
Si	15.5974	4.0255	20.5035	-0.0003	0.003	0.0044
Si	0.5894	-5.448	19.9422	0.0029	-0.0032	0.0078
Si	18.9053	19.8473	26.3274	0.0015	-0.0094	-0.0034
Si	7.7376	-4.0873	25.9895	-0.0013	-0.0013	-0.0053
Si	24.9694	0.1765	12.2871	0.0021	0.0034	-0.0062
Si	16.1145	7.5762	27.1747	0.0044	-0.0043	-0.0023
Si	-12.6672	14.716	30.3569	0.0084	-0.0006	0.0109
Si	23.2182	-1.1579	17.2476	-0.0004	0.0006	0.0075
Si	-8.0846	9.0827	10.7195	-0.0026	-0.0002	0.0048
Si	3.394	-0.2296	14.798	-0.0036	0.0031	0.0022
Si	17.7818	6.6037	15.4378	0.0005	0.0013	0.0057
Si	2.2479	-5.1253	17.6344	-0.0013	-0.0013	0.0073
Si	-6.6461	22.351	24.5757	0.0006	-0.0002	-0.0045
O	1.6329	-6.6791	20.2077	-0.0051	-0.0004	-0.005
O	6.1732	16.634	16.944	0.0005	0.0035	0.0019
O	-21.9728	19.6013	29.5134	-0.0026	0.0026	-0.0065
O	27.1768	16.4838	26.1841	-0.0024	-0.0043	-0.0003
O	18.7589	-8.5355	22.5049	0.0002	-0.0012	-0.0012
O	6.1509	34.6394	19.4792	0.0016	-0.0019	-0.0033
O	-6.6711	-0.3322	14.2741	0.0022	-0.0029	0.0012
O	-14.292	1.1737	24.6459	-0.0012	-0.0026	0.002
O	0.8047	5.9228	27.0605	0.0006	0.0027	0.0006
O	20.9215	-27.9215	27.2029	-0.0006	-0.0054	0.002
O	8.4424	10.5548	22.6592	-0.0008	-0.0024	0.0002
O	32.7605	-1.2144	24.2629	0.0026	-0.0026	-0.0004
O	18.604	27.6028	20.3369	0.0019	-0.0016	-0.0035
O	8.4456	20.4454	18.4524	0.001	0.0007	-0.0093
O	39.4898	-18.7082	23.206	0.0019	-0.0014	0.006
O	17.768	-7.0342	30.6264	0.0019	-0.0024	0.0062
O	27.6597	10.4997	24.4113	0.0013	-0.0002	0.0021
O	1.4996	20.5475	16.7215	-0.0003	0.0014	-0.0041
O	-16.0309	12.0848	13.1277	0.0006	0.0051	0.0134
O	-9.2402	-13.2481	18.6049	-0.0001	0.0007	-0.0018
O	23.034	-19.3098	23.703	0	-0.0017	0.002
O	-3.1549	29.4508	27.8362	0.0057	-0.0057	0.0062
O	40.7733	-14.4633	18.0397	-0.0018	-0.0032	-0.0018
O	8.7078	3.6558	24.2917	0.0004	-0.0009	0.0012
O	-25.0906	5.7015	23.1549	0.0004	0	0.0008
O	10.4568	6.7519	16.7751	-0.0036	0.0022	-0.0002
O	8.2881	24.6976	17.4032	0.0049	-0.007	-0.0037
O	15.674	8.2805	25.7749	-0.001	0.0002	0.0026
O	11.7734	0.2471	12.6106	-0.0034	-0.001	0.0026
O	7.1648	26.3375	15.6797	-0.0068	-0.0029	-0.0113
O	9.079	36.491	25.1627	-0.0005	-0.0004	0.0013
O	17.9611	7.3505	16.8817	-0.0019	-0.0027	0.008
O	-0.5912	-0.1567	21.2539	-0.0001	-0.0037	-0.0026
O	2.5165	43.5017	20.423	0.0015	-0.0021	-0.0012
O	15.6396	-10.1783	11.4077	0.002	0.0022	0.0001
O	-19.2966	16.235	31.7254	0.0069	-0.0011	0.0005
O	1.884	10.6115	25.0667	-0.0032	-0.0033	0.0033
O	10.8524	12.5046	18.6788	-0.001	0.0001	-0.0006
O	-4.0531	19.5167	24.7507	-0.0001	0.0007	0.0042
O	2.7509	11.7168	15.1657	-0.0018	0.0033	-0.0011
O	22.3771	-5.9743	19.3674	-0.0024	-0.0011	-0.0047
O	19.2361	16.406	19.0728	-0.0028	-0.0014	-0.0037
O	14.1659	-14.9227	27.3842	0.0001	-0.0033	0.0049
O	19.696	13.9557	17.9781	0.0005	0.0004	-0.0011
O	28.378	30.4262	14.5501	-0.002	-0.0033	-0.0038
O	-10.233	-17.1245	14.3209	-0.0032	-0.0072	-0.003
O	8.0218	21.2651	26.7083	0.0009	-0.0004	0.0052
O	21.4799	-9.1816	14.2233	0.0049	0.0069	0.0007
O	28.0813	0.8054	10.8919	0.0068	-0.0012	0.0028
O	-0.9223	-5.0948	14.1422	0.0056	-0.0032	-0.001
O	27.81	6.1424	15.3121	-0.0066	-0.0013	-0.0154
O	10.6651	-12.2389	27.2542	0.0027	0.0013	0.0111
O	25.7558	-12.8448	13.653	0.0037	0.0024	0.0091
O	15.709	9.6504	14.3889	0.0074	-0.0038	-0.0045
O	30.5719	-2.9112	27.0517	0.0005	0.0022	0.0024
O	9.6685	28.4244	19.8732	-0.0024	-0.0022	-0.0038
O	36.0758	11.6372	20.1751	-0.0008	-0.0013	-0.0007
O	12.2592	-21.7795	24.2103	-0.0021	0.0038	0.0004
O	2.9301	-1.0179	23.3141	-0.0003	-0.0013	0.0001
O	-0.4954	-3.158	12.3749	-0.0002	0.0026	-0.0086
O	-15.2784	-8.1965	27.1748	-0.0009	0.0038	0.001
O	50.1645	13.8413	28.6892	-0.0002	-0.0036	0.006
O	28.2178	-39.9347	22.1564	-0.0002	-0.0014	-0.0013
O	22.5784	10.0452	23.4	-0.0004	-0.0006	0.0004
O	6.5293	9.0207	24.9377	0.001	0	0.0019
O	18.3539	4.1106	29.2613	0.0012	0.0018	0.0055
O	5.1359	23.0315	21.1299	0.0004	0.0006	-0.0008
O	28.166	-23.453	19.3644	-0.0007	-0.0001	-0.002
O	15.0687	7.6698	18.5746	-0.0012	-0.001	-0.003
O	2.4803	14.3499	21.6367	0.0017	-0.0027	-0.0015
O	-5.8737	6.5352	26.801	-0.0017	0.0037	0.0014
O	-0.8395	3.8865	27.6723	0.0044	-0.0008	0.0064
O	11.7515	-1.315	26.421	-0.0066	0.0018	0.008
O	21.172	15.1987	13.1359	-0.0026	-0.0051	-0.0055
O	-17.8393	-30.0801	16.7323	0.0021	0.0026	-0.0058
O	12.1781	0.2236	16.5822	-0.001	0.0043	-0.0035
O	7.6764	2.7805	14.6686	-0.0004	0.0033	-0.0048
O	-17.0262	1.6344	25.682	0.0008	-0.0053	0.0015
O	11.1566	-10.7443	24.7199	-0.0018	-0.0011	0.0012
O	15.5762	5.6356	20.256	0.0002	-0.0075	-0.0018
O	8.8318	-16.8662	15.1561	-0.0009	0.0007	-0.0025
O	10.0465	15.5164	22.3973	-0.001	-0.0005	0.0012
O	14.752	-8.1172	31.0854	0.0145	-0.0086	0.0021
O	-0.9366	24.8055	16.2413	-0.0036	-0.0038	-0.0028
O	3.3821	-8.3621	13.2392	0.0009	-0.0018	0.0064
O	3.2711	-12.7403	16.1584	0.0015	0	-0.0034
O	-16.2254	-0.7306	24.9418	0.0017	-0.0065	0.0052
O	1.2198	-17.8895	18.7629	-0.0036	0.0004	-0.0037
O	7.9017	21.3844	29.5111	0.0038	0.0038	0.0037
O	24.5518	11.3618	17.587	0.0001	0.0001	-0.0037
O	-4.4915	5.2386	15.4297	-0.0009	0.0045	-0.0057
O	7.7152	-13.4995	22.577	-0.0012	0.0009	0.0011
O	20.349	19.0753	30.3829	0.0028	0.0009	0.0046
O	16.2426	17.2569	22.008	0.0009	-0.0022	-0.0002
O	10.0648	6.4673	28.2609	-0.0002	0.0068	0.0093
O	26.7148	14.8772	24.0541	0.0001	-0.0012	-0.0008
O	25.2447	-9.2293	33.2404	0.0143	-0.0009	0.007
O	-7.8992	37.971	18.7938	0.0023	-0.0011	-0.0031

Results
free energy: -222570.775 eV
free energy less fixed offsets of O -568.88, Si -635.61 eV per atom: 14.595 eV

The program warned: the cutoff lies below the one the program advises for these potential files; the forces do not sum to zero within the program's tolerance; the exchange-correlation potential is rough where the density is thin.
